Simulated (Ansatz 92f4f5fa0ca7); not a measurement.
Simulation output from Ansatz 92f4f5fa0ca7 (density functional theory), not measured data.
Periodic cell of 252 atoms, Si132O88H32, with a vacuum gap, from a study of silicon, its oxide and their interface. The atomic structure is a simulated model.

Settings
functional: r2SCAN
potential files: Ansatz PAW
basis: plane waves
wave-function cutoff: 800 eV
density cutoff ratio: 5
exchange-correlation grid ratio: 1
k mesh: 1 x 1 x 1, shifted by 0.5 0.5 0 of a step
self-consistency stop: 1e-11 eV per atom in the density residual
occupations: fixed
spin: none
net charge: 0
applied field: sawtooth along c, amplitude -0.015 V/angstrom in the program's sign convention, ramp centred at 0.9888 of c and 0.0224 of c wide, no dipole correction

Cell vectors (angstrom)
a  10.88  0  0
b  0  10.88  0
c  0  0  44.5872

Atoms: element, x, y, z (angstrom)
Si  0.1407  -0.1334  30.4911
Si  2.7242  2.58  31.1049
Si  0.9219  4.8686  30.103
Si  2.4896  8.6471  30.9004
Si  4.9472  0.4663  30.7923
Si  9.4924  4.7431  30.3141
Si  5.301  5.2041  30.7909
Si  8.1554  7.67  30.8488
Si  1.1343  1.3085  32.1825
Si  4.0655  4.013  32.371
Si  1.561  6.9303  32.3254
Si  4.0176  9.7798  32.2948
Si  7.1663  1.8163  32.4207
Si  8.9007  3.6673  32.352
Si  6.5636  6.6986  32.2124
Si  9.4869  9.4218  31.8945
Si  -0.1335  2.7537  33.532
Si  2.5579  0.0751  33.6562
Si  -0.0437  8.1956  33.4867
Si  2.8416  5.5338  33.696
Si  5.4707  2.759  33.7562
Si  8.2517  -0.0184  33.4426
Si  5.3751  8.2508  33.5291
Si  7.9641  5.3972  33.6344
Si  1.3216  4.1297  34.8623
Si  4.0266  1.3713  34.9777
Si  1.302  9.4944  34.9584
Si  4.1534  6.8871  35.0305
Si  6.7531  4.1154  35.1372
Si  9.5465  1.3096  34.9382
Si  6.8234  9.5638  34.8392
Si  9.4703  6.7927  34.8392
Si  0.0087  -0.0053  36.3269
Si  2.6848  2.7828  36.2758
Si  -0.0346  5.4541  36.2503
Si  2.7007  8.175  36.3306
Si  5.4428  -0.0111  36.2686
Si  8.1776  2.6732  36.3244
Si  5.4444  5.511  36.4214
Si  8.156  8.173  36.227
Si  1.3803  1.375  37.6427
Si  4.0648  4.0987  37.6657
Si  1.351  6.7743  37.6485
Si  4.104  9.5223  37.6666
Si  6.8062  1.3279  37.6668
Si  9.5454  4.0616  37.655
Si  6.8594  6.8396  37.6869
Si  9.5247  9.4958  37.6253
Si  0.0423  2.7154  6.9418
Si  2.7516  0.0343  6.9219
Si  0.0089  8.1506  6.9152
Si  2.7391  5.4387  6.941
Si  5.4449  2.716  6.9139
Si  8.2046  -0.0327  6.9218
Si  5.4848  8.1715  6.9483
Si  8.1855  5.4274  6.9361
Si  1.4474  4.0387  8.292
Si  4.1149  1.3657  8.3012
Si  1.3985  9.5202  8.2514
Si  4.1307  6.788  8.2852
Si  6.8108  4.0553  8.2849
Si  9.5752  1.3229  8.2875
Si  6.8744  9.5023  8.295
Si  9.5567  6.7747  8.2803
Si  0.0925  -0.0141  9.6739
Si  2.8011  2.7141  9.7239
Si  0.0868  5.4159  9.566
Si  2.7867  8.1839  9.6006
Si  5.5112  -0.0061  9.5961
Si  8.1775  2.6643  9.6143
Si  5.4596  5.4089  9.6728
Si  8.2172  8.1277  9.6708
Si  1.5297  1.2719  11.0866
Si  4.1104  4.1045  11.1294
Si  1.4022  6.8204  10.9023
Si  4.2376  9.4756  10.9466
Si  6.7903  1.3394  11.0144
Si  9.6704  3.9713  10.8534
Si  6.8834  6.714  11.0136
Si  9.5888  9.5112  11.0161
Si  -0.0203  2.5178  12.3072
Si  3.0142  -0.0629  12.4116
Si  0.1093  8.1643  12.3303
Si  2.6492  5.5209  12.393
Si  5.6249  2.8491  12.4532
Si  8.1305  -0.0894  12.3297
Si  5.496  8.0512  12.3511
Si  8.4169  5.3721  12.2026
Si  0.8699  4.9524  13.8778
Si  4.4064  0.7161  14.2443
Si  1.7722  9.2864  13.5624
Si  3.8479  7.0144  13.6678
Si  7.3907  3.8663  13.614
Si  9.3266  1.4023  13.6311
Si  6.719  9.5  13.6892
Si  9.9536  6.4685  13.5425
Si  -4.4923  9.5022  28.8437
Si  -1.4766  -2.6824  18.7758
Si  5.7397  5.5355  15.7351
Si  8.7526  8.2609  15.6645
Si  5.0743  -2.8095  21.4691
Si  -1.9087  -0.5409  23.5522
Si  -0.3474  10.8222  15.1288
Si  8.5225  -0.3274  20.515
Si  4.1352  4.0072  17.8332
Si  5.2306  15.5842  24.7152
Si  0.8424  1.3405  17.5126
Si  3.7646  -4.6083  19.47
Si  1.8727  2.2994  22.4404
Si  -4.96  7.3052  17.978
Si  4.5428  8.3891  24.5814
Si  1.2222  -6.486  16.921
Si  7.3628  6.5925  20.4018
Si  -7.0359  0.9404  17.4213
Si  -12.2935  8.8341  25.944
Si  0.0511  -6.444  21.5648
Si  -1.1721  -6.521  23.5232
Si  0.6535  6.2573  19.2441
Si  5.7175  -0.8975  19.3033
Si  10.6262  1.7945  20.404
Si  -3.593  1.1053  27.3915
Si  2.7805  6.4009  25.8268
Si  0.0316  1.7467  24.6963
Si  6.8582  4.4049  22.4451
Si  4.8903  2.3458  22.9762
Si  6.0708  0.1273  24.6889
Si  7.6268  5.0455  26.8536
Si  -0.6532  11.4843  27.3938
Si  10.4463  5.9999  25.7615
Si  7.265  3.7448  28.7013
Si  6.6019  7.8354  26.5723
Si  13.9795  6.5734  28.8983
O  -0.193  0.5416  28.9852
O  1.3445  -1.2224  30.2917
O  9.2663  5.0911  26.5182
O  -0.646  7.4862  26.3243
O  1.226  5.8409  25.8313
O  -3.5805  8.494  29.7145
O  -5.1623  19.5305  27.648
O  -3.5138  10.6262  28.2449
O  5.2048  -0.5823  29.5815
O  3.792  1.5492  30.3585
O  1.8643  3.5302  30.06
O  8.7913  3.7046  29.2636
O  6.3715  4.3187  29.9349
O  11.7736  5.6173  31.5571
O  8.9658  6.3393  30.2284
O  7.1922  17.4189  27.2961
O  -1.1194  -1.4596  15.2122
O  -7.4143  -8.7457  22.2335
O  4.0145  0.8361  15.8147
O  -2.5267  2.6491  14.2097
O  0.6544  14.2472  13.5588
O  -3.9086  10.7145  20.0421
O  4.496  6.113  14.8752
O  7.354  8.7356  14.9876
O  6.8397  4.7943  14.8378
O  5.3244  4.463  16.8579
O  11.8308  5.088  15.4964
O  4.8195  2.2077  13.7557
O  5.6809  10.6031  14.2874
O  8.7712  8.1208  17.2801
O  9.2726  6.8831  14.9947
O  8.7383  -3.6821  19.8632
O  2.7974  -2.7119  14.2521
O  -9.9797  2.8185  16.8687
O  4.3264  -3.7311  18.2096
O  11.8236  1.4045  21.4397
O  12.0204  10.3578  14.6417
O  -1.0155  0.7827  23.8857
O  17.2272  -2.0641  18.3504
O  4.762  3.1985  24.3409
O  8.7982  -0.9472  21.9953
O  2.7947  4.5575  17.1507
O  1.4711  1.808  23.9385
O  6.5359  6.2753  19.0602
O  -15.9103  16.2148  23.3326
O  -1.6945  1.1304  20.6473
O  4.6399  -2.5168  22.9763
O  10.6898  0.4967  16.6248
O  7.4758  10.4709  24.1283
O  -8.6735  -4.3794  19.4115
O  4.8076  10.8764  18.3166
O  -1.5906  -12.0722  19.3793
O  11.0282  -5.0655  20.7263
O  -0.5742  3.2469  24.5645
O  -4.5124  6.8189  16.5137
O  4.1684  2.4198  17.9718
O  8.1343  3.9856  23.3547
O  4.1871  4.7098  19.294
O  4.8032  9.3443  20.491
O  -1.1726  -1.7294  24.375
O  6.6555  7.7051  21.3512
O  0.0429  -3.2142  18.7385
O  0.3912  -5.7599  18.1073
O  -0.5166  3.3751  20.4803
O  -7.8029  7.819  25.036
O  5.9873  13.9749  22.0201
O  11.1821  1.3058  26.2525
O  0.2181  -9.5064  18.9609
O  -0.877  -5.0654  24.2111
O  5.4421  0.9193  23.4416
O  4.2681  6.7894  20.9104
O  12.3821  14.741  22.1094
O  8.8516  1.444  27.1452
O  -3.0076  -2.1583  26.1509
O  6.406  11.8463  26.0404
O  3.8261  5.3459  25.1812
O  13.1612  0.6245  17.6572
O  4.2627  -5.134  29.6516
O  4.9549  -0.9981  25.063
O  3.1563  8.0492  29.5381
O  1.6251  5.9168  29.0822
O  -11.7147  -0.9299  26.9406
O  5.6881  -3.4261  25.2886
O  6.3582  1.2512  31.0774
O  6.6664  2.2965  28.2871
O  7.4899  -5.6738  21.1996
O  6.4999  15.507  25.7335
O  3.3305  6.6342  27.3229
H  2.2113  0.5625  38.5752
H  0.5592  2.1975  38.5752
H  4.8858  3.2762  38.5981
H  3.2474  4.9249  38.5981
H  0.5396  7.6064  38.5809
H  2.1885  5.9685  38.5809
H  3.2941  10.3559  38.599
H  4.9347  8.7096  38.599
H  7.6392  0.5174  38.5993
H  5.9925  2.1577  38.5993
H  8.7254  4.8852  38.5874
H  10.3764  3.2491  38.5874
H  6.0248  7.6483  38.6194
H  7.655  5.9924  38.6194
H  10.3522  8.6798  38.5578
H  8.7126  10.3272  38.5578
H  -0.7887  3.5279  6.0094
H  0.8634  1.8929  6.0094
H  1.9206  0.8468  5.9894
H  3.5615  -0.7993  5.9894
H  0.8203  7.3186  5.9827
H  -0.8187  8.9666  5.9827
H  3.5565  4.6125  6.0086
H  1.9016  6.2445  6.0086
H  6.2586  1.8862  5.9814
H  4.6239  3.5386  5.9814
H  7.3716  0.7777  5.9894
H  9.0167  -0.8641  5.9894
H  4.654  8.9843  6.0159
H  6.3194  7.3628  6.0159
H  7.39  6.2746  6.0036
H  9.0055  4.6038  6.0036

Results
free energy: -135120.315 eV
free energy less fixed offsets of H -15.71, O -570.45, Si -639.56 eV per atom: 3.925 eV

Forces (eV/angstrom), in the order of the atoms: element, x, y, z
Si  0.0074  -0.0003  -0.0035
Si  -0.0023  0.009  -0.0058
Si  0.0073  -0.0041  -0.0247
Si  0.0076  0.0079  -0.0183
Si  0.0046  -0.0015  -0.0229
Si  -0.0003  -0.0022  -0.0121
Si  -0.0028  -0.0076  -0.0067
Si  -0.0147  -0.001  -0.0043
Si  0.018  0.0046  -0.0137
Si  -0.0081  -0.01  -0.0182
Si  0.0049  -0.0011  -0.0084
Si  -0.0085  0.0013  -0.0132
Si  -0.0011  0.0043  -0.0085
Si  -0.0009  0.0025  0.0042
Si  0.011  0.0008  -0.0186
Si  -0.0065  -0.0145  -0.0115
Si  -0.0065  -0.0155  0.0109
Si  -0.007  0.0009  0.0068
Si  0.0006  0.0165  0.0062
Si  0.0071  -0.0063  0.0041
Si  0.0052  0.038  0.0056
Si  0.0176  0.0201  0.0076
Si  -0.0051  -0.0164  0.0121
Si  -0.0259  -0.0153  0.0076
Si  0.0114  -0.003  0.0285
Si  -0.0052  0.0079  0.022
Si  0.0228  0.0005  0.0167
Si  -0.0068  -0.0099  0.0178
Si  0.006  -0.0161  0.0045
Si  -0.0095  -0.0043  0.0181
Si  -0.0101  -0.0178  0.0401
Si  0.0058  -0.0007  0.0299
Si  -0.0089  0.0041  0.1721
Si  -0.0009  -0.0141  0.1816
Si  -0.0064  0.0162  0.1902
Si  -0.027  0.0241  0.1545
Si  -0.0181  0.0088  0.1935
Si  -0.0001  0.0157  0.1593
Si  -0.0245  0.0202  0.1949
Si  0.0032  0.0273  0.1817
Si  -0.0541  0.0374  0.3129
Si  -0.1895  0.2184  0.4546
Si  -0.0729  0.1421  0.1904
Si  -0.1149  -0.0088  0.2127
Si  -0.0352  0.0648  0.2689
Si  -0.0719  -0.0164  0.1687
Si  -0.1092  0.034  0.4262
Si  -0.0441  0.1319  0.3051
Si  0.0517  -0.1253  -0.262
Si  -0.0971  -0.1109  -0.3039
Si  0.118  -0.0099  -0.2807
Si  0.2892  -0.1319  -0.4016
Si  0.0974  -0.0281  -0.2838
Si  0.1935  -0.042  -0.3351
Si  0.0723  -0.1533  -0.3487
Si  -0.0582  -0.0088  -0.2956
Si  0.0191  -0.0185  -0.1797
Si  0.0182  -0.0087  -0.1922
Si  0.0077  -0.0133  -0.1646
Si  0.0186  -0.019  -0.1602
Si  0.0152  -0.0142  -0.1713
Si  0.0272  -0.0203  -0.1561
Si  0.0206  -0.039  -0.1854
Si  -0.0159  0.0161  -0.1891
Si  -0.0084  -0.0066  -0.0146
Si  -0.0149  -0.0022  -0.0305
Si  0.0017  0.0121  -0.0103
Si  -0.0111  0.0078  -0.0175
Si  -0.0064  -0.0043  -0.0168
Si  0.0017  0.0149  -0.0228
Si  0.0006  0.0145  -0.0218
Si  0.0115  0.0171  -0.0137
Si  -0.0171  -0.0104  -0.0015
Si  0.014  0.0102  -0.0134
Si  -0.0052  0.0051  -0.0002
Si  0.0003  -0.008  -0.0073
Si  0.0133  0.0024  -0.0041
Si  -0.0087  -0.0022  -0.0097
Si  -0.005  0.0022  -0.0167
Si  0.0043  -0.0022  -0.0115
Si  -0.0004  0.003  -0.0034
Si  0.0007  -0.0003  0.0086
Si  0.0039  -0.0052  0.0135
Si  -0.0034  -0.0088  0.0144
Si  0.0099  -0.0032  -0.0048
Si  -0.0079  -0.0077  0.017
Si  0.0019  0.0076  0.0089
Si  0.0137  0.0005  0.0182
Si  0.0029  0.0001  -0.0211
Si  0.013  -0.0057  -0.0379
Si  -0.0009  -0.0063  -0.0254
Si  -0.0085  -0.0028  -0.0229
Si  0.0026  0.0031  -0.0358
Si  -0.0019  -0.0052  -0.0167
Si  -0.007  -0.0015  -0.0234
Si  0.0114  -0.0026  -0.0213
Si  0.0036  -0.0019  -0.0373
Si  -0.0015  -0.0034  -0.0487
Si  0.0009  -0.0027  -0.0439
Si  -0.0006  -0.0002  -0.0596
Si  0.0013  -0.0009  -0.0482
Si  -0.0012  -0.0011  -0.0417
Si  -0.0005  0.0002  -0.0332
Si  -0.0004  -0.0022  -0.0426
Si  -0.0035  0.0066  -0.0422
Si  -0.0029  -0.0065  -0.0339
Si  0.0063  -0.0072  -0.045
Si  0.0016  -0.0057  -0.0381
Si  -0.0079  0.0009  -0.0408
Si  0.0017  -0.0009  -0.0477
Si  0.0025  0.0038  -0.0444
Si  0.011  0.0069  -0.0511
Si  0.002  0.0095  -0.0437
Si  -0.0138  0.0019  -0.0277
Si  0.0008  -0.0026  -0.0298
Si  -0.0025  0.0065  -0.0284
Si  -0.0025  -0.0046  -0.029
Si  0.0048  -0.0016  -0.039
Si  -0.0044  0.0045  -0.0472
Si  -0.0003  -0.0035  -0.0474
Si  -0.0047  -0.0019  -0.0361
Si  0.0014  -0.0003  -0.039
Si  0.0015  0.0072  -0.0426
Si  0.0043  0.0046  -0.041
Si  -0.0047  0.0021  -0.032
Si  -0.0028  -0.003  -0.0416
Si  -0.0026  0.0034  -0.0235
Si  -0.0021  0.0008  -0.0485
Si  0.0006  -0.0017  -0.0316
Si  -0.0048  -0.0042  -0.0256
Si  -0.0013  -0.0018  -0.0301
Si  0.0001  -0.0069  -0.0294
O  0.0038  -0.0088  0.0469
O  0.0049  -0.0049  0.0033
O  -0.0097  -0.006  0.0134
O  -0.0003  0.0016  0.0156
O  0.0037  0.0018  0.0116
O  0.0098  -0.0085  0.0193
O  -0.0004  0.0068  0.023
O  -0.0023  -0.0059  0.0174
O  -0.0099  0.0089  0.0196
O  0.0013  -0.0071  0.0013
O  -0.0041  0.0012  0.0068
O  0.0106  0.0014  0.0194
O  -0.005  0.0078  0.0197
O  -0.0004  0.0098  0.0246
O  0.0015  0.0065  0.0064
O  0.0002  -0.0028  0.0141
O  -0.0015  0.0012  0.0245
O  0.0084  -0.0009  0.0198
O  -0.0057  0.0017  0.0455
O  0.0017  0.0007  0.0069
O  0.0044  0.0072  0.0178
O  0.0101  0.0018  0.0172
O  0.0139  -0.006  0.0204
O  0.009  -0.0089  0.0195
O  -0.0071  0.0032  0.0222
O  -0.0136  -0.0084  0.0261
O  0.0029  -0.0162  0.0552
O  -0.009  -0.0029  0.0102
O  -0.0078  0.0167  0.0139
O  0.0078  -0.0014  0.0405
O  -0.0092  0.011  0.0183
O  -0.0088  -0.0068  0.0201
O  0.0071  -0.0002  0.0106
O  0.0094  -0.0002  0.0186
O  -0.0031  -0.0018  0.0154
O  0.0092  0.0011  0.0226
O  -0.0112  0.0031  0.0161
O  0.0053  0.0029  0.0118
O  -0.0013  0.0067  0.0192
O  0.0023  0.0053  0.0201
O  0.0042  -0.0011  0.0354
O  -0.0036  -0.0081  0.0224
O  -0.0073  -0.0055  0.0193
O  0.0059  -0.0038  0.022
O  -0.0075  0.0005  0.022
O  0.0023  0.0003  0.012
O  -0.0074  0.0039  0.042
O  0.012  0.0127  0.0304
O  -0.0072  0.0014  0.0202
O  -0.0077  0.002  0.0117
O  0.0079  -0.0097  0.0198
O  -0.003  0.0052  0.022
O  -0.0046  -0.0125  0.0264
O  -0.0004  -0.0078  0.0152
O  -0.0028  0.0063  0.0261
O  -0.0044  0.0052  0.0082
O  0.0025  -0.0003  0.014
O  -0.0009  0.0092  0.0135
O  -0.0027  -0.0069  0.0231
O  0.0016  -0.0084  0.0267
O  -0.0038  0.0003  0.0165
O  0.0026  -0.0082  0.0145
O  0.0022  0.0072  0.0258
O  -0.001  0.0009  0.0221
O  -0.0056  -0.0075  0.0177
O  -0.0021  -0.001  0.0139
O  -0.0021  -0.0078  0.031
O  -0.0041  0.0051  0.0326
O  0.0014  0.01  0.0329
O  0.0055  -0.0069  0.0159
O  0.0059  0.0073  0.0236
O  0.0016  -0.0062  0.0152
O  -0.0004  -0.0015  0.0146
O  -0.004  -0.0015  0.0149
O  0.0082  0.0057  0.0291
O  -0.0062  0.0065  0.014
O  0.0029  0.0005  0.0134
O  0.0054  -0.0025  0.0169
O  0.0015  -0.0005  0.0145
O  -0.0045  0.0084  0.0239
O  -0.0069  -0.0027  0.0091
O  0.0035  0.011  0.0186
O  0.0083  -0.0013  0.0193
O  0.0015  -0.0029  0.0136
O  -0.0013  0.0074  0.0109
O  -0.0038  -0.0141  0.023
O  0.0143  0.0002  0.0293
O  0.005  0.0005  0.0408
H  -0.2348  0.3226  -0.2849
H  0.3113  -0.3796  -0.2295
H  -0.264  0.1847  -0.3187
H  0.3017  -0.4365  -0.1571
H  0.2678  -0.3458  -0.2343
H  -0.386  0.2371  -0.3041
H  0.3536  -0.2246  -0.2482
H  -0.3409  0.2315  -0.2924
H  -0.3819  0.2334  -0.2528
H  0.2212  -0.2778  -0.2693
H  0.2368  -0.3125  -0.2807
H  -0.2543  0.4043  -0.2753
H  0.4334  -0.1872  -0.2057
H  -0.1494  0.3932  -0.2658
H  -0.3596  0.2367  -0.2841
H  0.2458  -0.3807  -0.2448
H  0.3195  -0.2305  0.3086
H  -0.3757  0.3184  0.2379
H  0.3698  -0.308  0.2535
H  -0.2166  0.318  0.265
H  -0.285  0.3155  0.2516
H  0.3465  -0.3338  0.28
H  -0.2665  0.3853  0.2026
H  0.2696  -0.29  0.3241
H  -0.25  0.252  0.2674
H  0.2978  -0.306  0.2738
H  0.2613  -0.1929  0.3232
H  -0.3554  0.3841  0.2252
H  0.2766  -0.2538  0.3017
H  -0.3119  0.3072  0.2268
H  0.2471  -0.338  0.2659
H  -0.3141  0.2718  0.2683

The program warned: the cutoff lies below the one the program advises for these potential files; the forces do not sum to zero within the program's tolerance; empty levels may hold ghost states of the PAW files; the exchange-correlation potential is rough where the density is thin.
